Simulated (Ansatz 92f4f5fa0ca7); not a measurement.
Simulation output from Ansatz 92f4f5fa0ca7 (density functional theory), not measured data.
Periodic cell of 222 atoms, Si134O80N8, from a study of silicon, its oxide and their interface. The atomic structure is a simulated model.
Doubt: the cutoff is far below the 930 eV that the study's wrapper takes by default for these files, so forces and energies are approximate.
This geometry differs little from another in the collection (a relaxation step or a small displacement).

Settings: functional PBE; potential files Ansatz PAW; basis plane waves; wave-function cutoff 580 eV; density cutoff ratio 5; exchange-correlation grid ratio 1; k mesh 1 x 1 x 1, Gamma-centred; self-consistency stop 5e-08 eV per atom in the density residual; occupations fixed; spin none; net charge 0.

Cell vectors (angstrom)
a 10.938 0 0
b 0 10.938 0
c 0 0 31.7418

Atoms: element, x, y, z (angstrom)
Si 0.2746 -0.5136 24.2386
Si 5.7751 -0.1937 24.2
Si 2.6849 2.9851 24.3727
Si 8.0999 3.2952 24.0645
Si 0.3066 5.107 24.4771
Si 6.103 5.3626 24.1625
Si 2.4317 8.04 24.2527
Si 8.1006 8.5591 24.1957
Si 1.4181 1.2908 25.4642
Si 6.8562 1.544 25.4689
Si 4.3792 4.1329 25.5798
Si 9.6432 3.9775 25.6726
Si 1.3561 6.7219 25.8122
Si 6.9482 6.9818 25.5683
Si 4.165 9.4181 25.4134
Si 9.598 9.5823 25.6926
Si 2.7928 -0.0873 26.854
Si 8.1949 0.0996 26.9158
Si 0.0762 2.6039 26.9655
Si 5.5003 2.6908 26.9947
Si 2.8746 5.4032 26.9853
Si 8.2338 5.4605 26.927
Si -0.0149 8.1769 27.0352
Si 5.48 8.1964 26.949
Si 4.1018 1.3673 28.3236
Si 9.5708 1.3673 28.3236
Si 1.3673 4.1018 28.3236
Si 6.8362 4.1018 28.3236
Si 4.1018 6.8362 28.3236
Si 9.5708 6.8362 28.3236
Si 1.3673 9.5708 28.3236
Si 6.8362 9.5708 28.3236
Si 0 0 29.6908
Si 5.469 0 29.6908
Si 2.7345 2.7345 29.6908
Si 8.2035 2.7345 29.6908
Si 0 5.469 29.6908
Si 5.469 5.469 29.6908
Si 2.7345 8.2035 29.6908
Si 8.2035 8.2035 29.6908
Si 1.3673 1.3673 31.0581
Si 6.8362 1.3673 31.0581
Si 4.1018 4.1018 31.0581
Si 9.5708 4.1018 31.0581
Si 1.3673 6.8362 31.0581
Si 6.8362 6.8362 31.0581
Si 4.1018 9.5708 31.0581
Si 9.5708 9.5708 31.0581
Si 2.7345 0 0.6835
Si 8.2035 0 0.6835
Si 0 2.7345 0.6835
Si 5.469 2.7345 0.6835
Si 2.7345 5.469 0.6835
Si 8.2035 5.469 0.6835
Si 0 8.2035 0.6835
Si 5.469 8.2035 0.6835
Si 4.1018 1.3673 2.0507
Si 9.5708 1.3673 2.0507
Si 1.3673 4.1018 2.0507
Si 6.8362 4.1018 2.0507
Si 4.1018 6.8362 2.0507
Si 9.5708 6.8362 2.0507
Si 1.3673 9.5708 2.0507
Si 6.8362 9.5708 2.0507
Si 0 0 3.418
Si 5.469 0 3.418
Si 2.7345 2.7345 3.418
Si 8.2035 2.7345 3.418
Si 0 5.469 3.418
Si 5.469 5.469 3.418
Si 2.7345 8.2035 3.418
Si 8.2035 8.2035 3.418
Si 1.3024 1.4086 4.7161
Si 6.7893 1.4089 4.8597
Si 4.1494 4.1187 4.8078
Si 9.5293 4.1557 4.741
Si 1.3659 6.8175 4.7557
Si 6.7131 6.8978 4.8402
Si 4.0803 9.5931 4.8211
Si 9.5173 9.6385 4.7511
Si 2.6587 0.0875 6.0618
Si 8.1962 0.0473 6.2252
Si -0.0596 2.7684 6.0621
Si 5.4047 2.7689 6.3258
Si 2.8068 5.5262 6.1392
Si 8.1147 5.4768 6.0968
Si -0.0799 8.1969 5.9985
Si 5.3061 8.224 6.3715
Si 3.7331 1.5597 7.5499
Si 9.3308 1.7334 7.5015
Si 1.5946 3.9041 7.2588
Si 7.0388 4.0057 7.5913
Si 3.5453 7.1886 7.7809
Si 9.2699 7.0875 7.3139
Si 1.3587 9.4974 7.2518
Si 7.018 9.3777 7.5113
N 7.7559 4.9938 23.4615
O 1.5398 9.3992 23.9679
N 10.0289 1.4658 9.0854
N 3.1008 6.2617 12.2236
O 9.0574 3.1969 13.9162
O 8.1015 8.1612 7.6887
O 1.5271 4.0923 23.9658
O 9.8323 4.2541 9.8462
O 2.4646 8.4194 7.7885
O 6.6989 9.8491 9.0732
O 9.8066 6.6256 8.7907
O 6.7571 4.7411 9.0755
O 0.9101 4.9508 8.3432
O 8.0017 3.4838 20.2552
N 5.6945 2.9243 21.7655
O 3.2835 2.3896 22.9642
O 10.3965 -0.705 22.7917
O 9.4753 11.7763 19.1925
N 8.8606 7.9 22.7425
N -0.3123 5.7376 22.9835
Si 0.2745 7.4093 11.8681
Si -3.2119 9.9072 10.3498
Si 7.7314 5.0722 20.0175
Si 6.5981 0.3008 16.5499
Si 8.9566 6.1061 22.5862
Si 3.9551 11.5109 10.4311
Si 6.4723 1.426 11.514
Si 6.3333 9.1863 18.3259
Si 13.3454 12.2398 19.7313
Si -2.6709 8.1424 12.6472
Si 2.0923 6.3884 13.6485
Si 1.6448 10.284 11.7601
Si 6.5486 6.2141 17.6351
Si 0.2771 -0.8623 16.4056
Si 12.5658 12.1225 14.3317
Si 9.9846 2.0661 13.21
Si 13.4758 -2.7581 16.0462
Si 3.1675 3.8181 14.6905
Si 19.6705 10.5814 14.6464
Si 5.1839 4.5775 21.5046
Si 7.3293 13.4101 21.3522
Si 10.3304 2.7375 10.2315
Si 4.4564 1.7099 22.0575
Si 10.6927 10.7178 19.4718
Si 15.4912 5.4548 12.6815
Si 2.4558 3.0423 9.8967
Si 10.0913 8.8886 21.8614
Si 3.5951 5.429 17.3248
Si 10.7986 5.5306 9.4401
Si 0.989 6.4647 22.0396
Si -4.3942 4.2393 10.6238
Si 7.6256 14.4818 13.2231
Si 7.8813 11.4196 19.2255
Si 14.9166 -0.2585 17.4844
Si 10.5238 -0.1037 9.6171
Si -8.3329 6.06 10.5712
Si 6.7414 6.092 14.4683
Si 13.2987 4.4326 19.9946
O 9.6897 2.2795 11.6362
O 3.7443 4.4881 20.8157
O 2.0084 11.0077 13.1831
O 14.266 -1.3858 16.4789
O 4.8544 -1.0834 18.6203
O 1.9063 2.869 19.7907
O 14.0157 6.9394 16.958
O 7.343 8.7108 11.4093
O 5.0688 5.482 22.8728
O 4.9929 11.5891 16.5352
O 0.5725 2.2498 13.6834
O 3.6734 4.2833 16.1651
O -1.3599 11.494 13.6182
O 6.8773 6.4814 16.0488
O 6.7856 2.1485 12.9453
O 7.7693 5.4324 18.4183
N 2.5691 2.7345 8.1891
O 0.3935 11.0395 11.0258
O 3.6908 12.0742 20.7317
O 11.894 8.6083 16.1311
O 0.3655 -3.0807 21.482
O 6.9685 9.6902 23.733
O 9.2716 9.8053 9.8063
O 6.7109 -1.3272 16.7861
O 3.3056 2.0111 10.8012
O 2.7338 7.6187 14.525
O 5.4004 5.1738 11.3205
O -2.8055 2.8073 7.8519
O 12.9304 4.929 14.3954
O 4.3012 0.6359 8.825
O -1.295 -3.171 11.8538
O 7.681 11.3745 11.0699
O 2.3109 6.9949 22.9222
O 7.24 1.0383 20.6125
O -9.9678 13.8512 10.4935
O 7.46 11.4695 15.1922
O 6.9284 4.4775 14.3479
O 2.5646 4.9944 18.4936
O 3.5116 6.8394 9.4124
O 4.2386 4.0279 13.4604
O 8.3044 2.385 22.6834
O 1.079 0.3697 15.6468
O 11.5295 -0.759 8.528
N 0.8558 6.3651 10.5898
O 12.0191 0.4372 20.1825
O 12.1513 8.7383 11.9158
O 8.7888 5.8971 20.9494
O 6.3579 7.5985 18.4604
O 5.143 5.4321 17.8281
O 7.8023 6.827 13.4758
O 6.1893 2.6418 10.4436
O 2.9392 10.2899 10.7674
O 6.2188 5.3805 20.5463
O 13.7597 13.156 14.7602
O 5.1924 11.3566 11.4732
O 9.6704 -0.8398 15.8878
O 5.1201 11.3644 22.8166
O -3.1944 4.3097 11.7574
O 13.8649 11.6727 18.2622
O 8.3015 9.2885 13.7891
O 5.2807 6.4193 13.8059
O 7.4729 9.8311 19.2904
O 7.2398 12.0386 17.8403
O 11.2124 10.2002 18.0207
O 9.949 -1.3628 20.3785
O 2.9773 4.5227 10.2029
O 1.354 5.4167 20.8334
O 11.4736 6.6776 13.2971

Results
free energy: -133764.159 eV
free energy less fixed offsets of N -385.13, O -568.88, Si -635.61 eV per atom: -0.979 eV

Forces (eV/angstrom), in the order of the atoms: element, x, y, z
Si 0.0238 -0.0025 -0.0416
Si -0.003 -0.0074 -0.0068
Si -0.0118 0.0016 -0.0189
Si 0.0061 0.0004 -0.0047
Si 0.026 0.0038 -0.067
Si -0.0017 0.0124 0.0012
Si 0.0273 0.0135 -0.0324
Si 0.0065 0.0205 -0.0537
Si -0.0007 0.0018 0.0094
Si 0.0056 -0.0061 -0.0026
Si 0.0044 0.0086 -0.0007
Si -0.0407 -0.0243 0.0254
Si 0.0086 0.013 0.0351
Si -0.0199 -0.0336 0.024
Si -0.0076 0.0018 0.0138
Si -0.0038 0.0095 0.0267
Si 0.0095 -0.0033 -0.0048
Si -0.004 -0.0043 -0.0069
Si 0.0041 0.004 -0.0025
Si -0.0009 -0.0011 0.0055
Si -0.0061 -0.0065 -0.0016
Si 0.0073 0.0043 -0.0185
Si -0.0029 -0.0092 0.0004
Si 0.0066 0.0103 -0.0101
Si -0.2027 -0.5106 -0.2199
Si 0.0691 -0.1359 0.3332
Si 0.3952 -0.4069 -0.1936
Si 0.1544 0.0893 -0.0305
Si 0.3237 0.0869 0.3307
Si -0.2622 -0.3476 0.4275
Si 0.2353 0.0645 -0.1226
Si -0.0229 0.4017 -0.322
Si -0.0461 0.0228 -0.0108
Si -0.0322 -0.0086 0.0014
Si -0.149 -0.0197 0.0113
Si 0.112 0.1546 -0.0117
Si -0.0676 0.0735 -0.0515
Si 0.0343 0.0979 0.0162
Si -0.0144 0.0586 -0.0252
Si 0.0402 -0.0089 -0.0307
Si -0.0036 -0.0074 0.0005
Si -0.0084 -0.0162 -0.0234
Si 0.0444 -0.0375 -0.0196
Si 0.0701 -0.0768 -0.0036
Si 0.0415 -0.0369 -0.0234
Si -0.0492 0.0086 -0.002
Si 0.0257 -0.043 -0.0035
Si 0.0845 -0.0401 -0.0195
Si -0.0331 0.0026 0.0118
Si -0.0091 0.0306 0.0003
Si -0.016 0.0272 0.0234
Si -0.007 0.052 0.0287
Si -0.0696 0.036 0.0076
Si 0.0483 0.0473 -0.0063
Si -0.0676 0.0444 0.0178
Si -0.0379 0.0207 0.0232
Si -0.0003 -0.0337 0.0523
Si 0.0135 -0.0871 -0.0139
Si 0.0303 0.0002 -0.0241
Si 0.05 0.0271 0.0079
Si -0.0075 -0.064 0.0077
Si 0.0695 -0.064 0.0576
Si 0.0016 -0.0325 0.022
Si 0.0357 -0.0472 -0.0075
Si -0.2243 0.0013 -0.5094
Si 0.0998 0.0255 0.3587
Si 0.0857 0.3894 0.0352
Si -0.2863 -0.0619 0.1258
Si 0.0241 0.0196 -0.3588
Si 0.0861 0.1147 -0.0877
Si 0.0417 0.0891 0.067
Si -0.5569 0.1508 0.2201
Si -0.0038 0.0004 0.0081
Si 0.0023 0.0039 0.0066
Si -0.0023 -0.0004 0.0078
Si -0.0002 -0.011 0.0049
Si -0.0069 0.0037 0.0103
Si -0.0018 0.0062 0.008
Si -0.0097 0.0049 0.0058
Si -0.0083 0.0112 0.0073
Si 0.0018 -0.01 -0.0065
Si 0.007 -0.0105 -0.0087
Si 0.0082 0.0127 -0.016
Si 0.0126 0.0059 -0.0051
Si 0.0076 0.0107 0.0132
Si -0.0016 0.0007 -0.004
Si -0.0053 -0.0148 -0.0003
Si 0.0204 0.0033 0.0031
Si -0.0028 -0.012 0.0153
Si -0.0067 -0.0023 0.0292
Si -0.0131 -0.0004 0.0061
Si -0.0033 0.0011 0.0155
Si -0.0391 -0.0104 0.0149
Si -0.0093 0.0276 0.001
Si -0.0067 0.0193 0.0226
Si 0.0058 -0.0051 -0.0007
N -0.0013 -0.0047 -0.0014
O -0.0122 -0.0095 0.0142
N -0.0085 0.004 -0.018
N 0.0033 -0.0011 -0.0048
O -0.0014 -0.0004 -0.0009
O 0.0048 -0.007 -0.0028
O -0.0035 -0.0006 0.0117
O -0.0015 0.0019 0.0004
O 0.0091 -0.0246 -0.0103
O -0.0031 -0.0034 -0.008
O 0.0021 -0.0041 0.002
O 0.0032 -0.0027 -0.0209
O 0.0086 -0.0014 -0.0048
O -0.0027 -0.0011 -0.0006
N -0.003 -0.0057 0.0036
O -0.0009 0.0028 0.0062
O 0.002 0.0071 0.0141
O -0.0005 0 -0.002
N -0.0085 -0.006 0.0161
N -0.0017 -0.0085 0.0197
Si -0.0008 0.0045 0.0045
Si 0.0018 -0.0002 -0.0004
Si 0.0027 0.0016 0.0026
Si -0.0005 -0.0011 -0.0016
Si -0.0027 -0.0012 -0.0029
Si -0.0025 -0.0037 0.002
Si 0.0002 0.0009 0.0006
Si 0.0004 0 0.001
Si -0.0033 0 0.0019
Si -0.0007 -0.0002 0.0006
Si -0.0037 -0.0009 -0.0001
Si 0.0006 -0.0023 -0.0023
Si -0.0013 0.0015 -0.001
Si -0.0013 -0.0001 -0.0023
Si -0.0021 -0.0006 -0.0031
Si 0.0015 -0.0005 0.0015
Si -0.0009 -0.0003 -0.0011
Si -0.0012 0.0005 -0.0031
Si -0.0006 -0.0012 -0.0011
Si -0.0026 0.0065 -0.002
Si 0.0053 0.0016 0
Si -0.0005 -0.0013 0.0036
Si -0.0036 0.0017 0.0007
Si -0.0006 -0.0006 0.0012
Si 0 -0.0003 0.0044
Si 0.0009 0.0008 0.0021
Si -0.0118 0.0007 0.005
Si 0.0013 -0.0013 -0.0021
Si -0.0008 0.0008 0.0036
Si 0.004 0.001 0.0044
Si -0.0011 -0.0041 0.0044
Si -0.0001 0.0002 0.0022
Si 0.0014 -0.003 -0.0012
Si 0.0002 -0.0023 -0.0015
Si 0.0104 -0.0088 0.0001
Si -0.0098 -0.0005 0.0094
Si 0.0003 -0.0001 -0.0022
Si 0.0006 -0.0025 -0.0007
O 0.0004 0.0013 -0.0036
O 0.0052 -0.0006 0.0004
O 0.0002 -0.0004 0
O -0.0004 0.0001 -0.0002
O -0.0001 0 -0.0013
O 0 0.0014 -0.0012
O -0.0005 0 -0.0005
O -0.0007 0.0014 -0.0013
O 0.0032 -0.0043 -0.0041
O -0.0005 -0.0007 0.0006
O -0.0006 -0.0003 0.0007
O -0.0003 -0.0002 0.0024
O -0.0002 -0.0001 -0.0003
O -0.0009 -0.0004 0.0016
O -0.0005 -0.0019 -0.0009
O 0.0001 -0.0006 0.0034
N -0.0011 0.0035 -0.0137
O -0.0039 0.0014 -0.0011
O 0.0048 0.0022 0.0006
O 0.0001 -0.0002 0.0001
O 0.004 0.0005 -0.0064
O -0.005 0.0046 0.0087
O -0.0003 -0.0005 0.002
O -0.0008 0 0.0011
O -0.0003 -0.0004 0.0032
O 0.0005 -0.002 0.0016
O 0.0011 -0.0007 -0.004
O 0.0099 -0.0078 -0.0068
O 0.0006 0.001 0.0001
O -0.0034 0.0077 -0.0085
O 0 -0.0022 -0.0005
O 0.0012 -0.0024 0.0001
O -0.0101 -0.0009 0.0007
O -0.0005 -0.0006 -0.0009
O 0.0002 0.0007 0.0004
O 0.0003 -0.0006 -0.0005
O -0.0005 -0.0017 0.0003
O 0.0004 -0.0007 0.0001
O 0.0163 0.0062 -0.0331
O 0.0001 0.0005 -0.0005
O -0.0054 0.0053 0.0032
O 0.0001 -0.0009 0.0009
O 0.0049 -0.0026 -0.0077
N 0.0009 -0.0031 -0.0124
O 0.0003 0.0004 -0.003
O -0.0003 0 0.001
O -0.0023 -0.0027 -0.0018
O -0.0007 -0.0029 -0.0016
O 0 0 -0.0018
O 0.0003 -0.0004 -0.001
O -0.0012 0.0006 0.0002
O 0.0023 0.0002 -0.0026
O -0.0049 -0.0027 -0.0012
O 0.0005 0.0008 0.0006
O -0.0015 -0.0003 -0.0003
O 0.0003 -0.0007 0
O 0.0058 -0.0008 0.0003
O -0.002 0.0014 -0.004
O -0.0001 0.0002 0.0001
O 0.0001 -0.0001 0.0004
O -0.0015 -0.0003 -0.0005
O -0.0012 0.0006 -0.0023
O -0.0004 0.0004 0.0006
O -0.0002 -0.0005 0.0005
O 0.0001 -0.0028 -0.0009
O 0.001 -0.0019 -0.0004
O -0.001 0.0035 -0.0022
O 0 -0.0008 -0.0003

The program warned: the cutoff lies below the one the program advises for these potential files; the forces do not sum to zero within the program's tolerance; the exchange-correlation potential is rough where the density is thin.
